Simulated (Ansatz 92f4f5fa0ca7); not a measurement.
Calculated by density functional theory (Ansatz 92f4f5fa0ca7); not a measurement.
Periodic cell of 224 atoms, Si132O88B1H3, from a study of silicon, its oxide and their interface. The atomic structure is a simulated model.
Doubt: the cutoff is far below the 930 eV that the study's wrapper takes by default for these files, so forces and energies are approximate.

Settings: functional PBE; potential files Ansatz PAW; basis plane waves; wave-function cutoff 580 eV; density cutoff ratio 5; exchange-correlation grid ratio 1; k mesh 1 x 1 x 1, Gamma-centred; self-consistency stop 5e-08 eV per atom in the density residual; occupations fixed; spin none; net charge 0.

Cell vectors (angstrom)
a, 10.938, 0, 0
b, 0, 10.938, 0
c, 0, 0, 31.948

Atoms: element, x, y, z (angstrom)
Si, 0.2942, 10.5504, 24.4031
Si, 5.2258, 0.1545, 24.533
Si, 2.9763, 2.3525, 24.5316
Si, 7.9343, 2.9302, 24.5017
Si, 10.6277, 5.429, 24.4495
Si, 5.7658, 5.2102, 24.4453
Si, 2.5875, 8.3629, 24.5397
Si, 8.5263, 7.7872, 24.4263
Si, 1.3616, 1.235, 25.8067
Si, 6.8232, 1.3209, 25.805
Si, 4.1394, 4.0326, 25.7324
Si, 9.4815, 4.0253, 25.9068
Si, 1.3651, 6.6809, 25.6734
Si, 6.8998, 6.76, 25.8086
Si, 4.0907, 9.5389, 25.8985
Si, 9.6107, 9.4478, 25.7205
Si, 2.7247, -0.0452, 27.2582
Si, 8.2451, -0.0722, 27.092
Si, 0.0102, 2.6596, 27.1472
Si, 5.4767, 2.7006, 27.1879
Si, 2.7601, 5.4017, 27.092
Si, 8.1932, 5.4347, 27.2711
Si, 0.0475, 8.1072, 27.1186
Si, 5.5163, 8.1516, 27.153
Si, 4.0966, 1.3676, 28.5717
Si, 9.5761, 1.3022, 28.5053
Si, 1.381, 4.0652, 28.4888
Si, 6.8108, 4.0655, 28.5919
Si, 4.1072, 6.7895, 28.4882
Si, 9.602, 6.8271, 28.5541
Si, 1.3534, 9.4872, 28.5531
Si, 6.8703, 9.5463, 28.5047
Si, 0.0029, -0.0327, 29.8964
Si, 5.4853, -0.0137, 29.8871
Si, 2.7301, 2.738, 29.9074
Si, 8.2165, 2.7035, 29.8942
Si, 0.0214, 5.4483, 29.8882
Si, 5.4557, 5.4603, 29.9099
Si, 2.753, 8.1705, 29.8931
Si, 8.2211, 8.1984, 29.9008
Si, 1.3673, 1.3673, 31.2643
Si, 6.8362, 1.3673, 31.2643
Si, 4.1018, 4.1018, 31.2643
Si, 9.5708, 4.1018, 31.2643
Si, 1.3673, 6.8362, 31.2643
Si, 6.8362, 6.8362, 31.2643
Si, 4.1018, 9.5708, 31.2643
Si, 9.5708, 9.5708, 31.2643
Si, 2.7345, 0, 0.6835
Si, 8.2035, 0, 0.6835
Si, 0, 2.7345, 0.6835
Si, 5.469, 2.7345, 0.6835
Si, 2.7345, 5.469, 0.6835
Si, 8.2035, 5.469, 0.6835
Si, 0, 8.2035, 0.6835
Si, 5.469, 8.2035, 0.6835
Si, 4.1082, 1.3896, 2.0686
Si, 9.5395, 1.4096, 2.0405
Si, 1.3409, 4.1305, 2.0618
Si, 6.8115, 4.1088, 2.0519
Si, 4.0996, 6.8639, 2.0598
Si, 9.5635, 6.8545, 2.0627
Si, 1.3777, 9.5586, 2.0306
Si, 6.8102, 9.6054, 2.069
Si, -0.012, 0.0138, 3.2968
Si, 5.478, 0.0697, 3.5031
Si, 2.7421, 2.7966, 3.4042
Si, 8.1469, 2.7591, 3.4479
Si, -0.035, 5.4969, 3.4781
Si, 5.4665, 5.5045, 3.4094
Si, 2.7617, 8.2569, 3.4505
Si, 8.1786, 8.2364, 3.4108
Si, 1.3664, 1.3459, 4.6615
Si, 6.7985, 1.4912, 4.9081
Si, 4.0535, 4.2265, 4.8027
Si, 9.4673, 4.1291, 4.8206
Si, 1.3542, 6.9218, 4.8021
Si, 6.8514, 6.8334, 4.7969
Si, 4.1176, 9.6247, 4.8626
Si, 9.5185, 9.7009, 4.7068
Si, 2.7517, 0.134, 6.1618
Si, 8.2112, 0.0822, 6.2174
Si, -0.0414, 2.6738, 5.9808
Si, 5.5071, 3.0383, 6.2445
Si, 2.6949, 5.6025, 6.2394
Si, 8.1052, 5.4642, 6.2914
Si, -0.0299, 8.3699, 6.0375
Si, 5.5428, 8.2416, 6.1782
Si, 3.7989, 1.8903, 7.4419
Si, 9.8525, 1.2012, 7.5261
Si, 1.4183, 3.9119, 7.2622
B, 6.3264, 4.7303, 7.0587
Si, 4.365, 6.7314, 7.5462
Si, 9.4556, 7.1593, 7.4209
Si, 1.1385, 9.8922, 7.4468
Si, 7.1712, 9.3251, 7.501
O, 9.6175, 6.6266, 23.9024
O, 4.1108, 1.2638, 24.0066
O, 8.3165, 8.2127, 8.0212
O, 2.5876, 2.9284, 7.8827
O, 6.8489, 4.0677, 23.9379
O, 1.4546, 9.4408, 24.0152
O, 5.5334, 5.5195, 7.8938
O, 0.0214, 0.0544, 8.0152
H, 6.5544, 9.8885, 8.736
O, 10.6014, 6.7954, 8.5975
O, 1.7905, 9.1329, 8.7636
O, 4.2505, 1.2737, 8.8839
O, 0.3382, 4.2575, 8.4661
O, 9.2491, 1.9598, 8.8824
O, 3.854, 7.4442, 8.9567
H, 7.944, 8.3567, 23.1792
H, 8.5943, 2.3408, 23.2986
O, 5.2501, 5.9783, 23.0767
O, 2.2348, 2.8568, 23.1585
O, 10.6801, 0.1262, 22.9285
O, 0.0393, 4.3995, 23.1891
O, 3.4296, 7.9187, 23.2025
O, 5.9073, 10.396, 23.2007
Si, 9.5759, 9.3121, 14.9823
Si, 2.4497, 4.9521, 11.5879
Si, 0.8578, 0.6931, 14.6934
Si, 10.0459, 9.9352, 18.8649
Si, 6.8191, 0.3799, 11.6625
Si, 9.5779, 7.1821, 12.7106
Si, 2.0419, 9.206, 17.9493
Si, 3.0184, 8.6437, 9.7243
Si, 4.1774, 2.495, 16.8556
Si, 4.5022, 7.1633, 22.244
Si, 10.8745, 5.3446, 16.7607
Si, 2.6175, 6.3761, 17.8769
Si, 0.9715, 2.5534, 17.2586
Si, 5.7394, 6.6007, 16.9734
Si, 8.6001, 4.7135, 11.4875
Si, 10.9893, 5.4816, 9.4982
Si, 3.0966, 0.1158, 20.2019
Si, 1.6492, 7.5593, 12.4463
Si, 5.7179, 9.8934, 21.6588
Si, 1.3728, 1.8749, 11.7533
Si, 0.2579, 0.5615, 21.4347
Si, 2.7008, 9.4378, 14.8166
Si, 8.9386, 3.3079, 15.5568
Si, 1.0244, 3.4719, 22.2642
Si, 9.356, 1.842, 10.5215
Si, 5.5905, 8.7775, 15.0013
Si, 6.8142, 8.2926, 12.2923
Si, 3.0441, 5.0708, 20.4939
Si, 9.3994, 1.6366, 18.2396
Si, 7.9455, 0.9045, 14.4301
Si, 5.9533, 4.2907, 15.1202
Si, 7.0062, 0.9184, 19.7832
Si, 5.5688, 5.4755, 12.1113
Si, 4.6606, 2.7019, 19.7639
Si, 4.0359, 0.5835, 10.3357
Si, 6.0461, 0.2745, 16.783
Si, 8.7305, 7.6595, 17.5997
O, 0.116, 1.7616, 18.4356
O, 6.0221, 9.6722, 16.2886
O, 1.4787, 5.5317, 10.3526
O, 6.9551, 4.8942, 11.3923
O, 3.3952, 1.6763, 19.8615
O, 7.1194, 7.2253, 17.6876
O, 6.9495, 1.0479, 13.1542
O, 5.7115, 7.1169, 11.954
O, 5.4159, 1.0146, 11.1099
O, 10.2648, 10.6704, 20.3345
O, 8.9925, 8.7152, 16.3779
O, 1.8928, 3.4391, 11.8925
O, 0.5916, 1.8493, 15.8217
O, 8.9026, 2.7115, 17.1054
O, 8.8496, 3.1065, 11.4427
O, 4.9428, 3.064, 18.1891
O, 2.3712, 11.0283, 14.7522
O, 7.0757, 1.0594, 15.8017
O, 9.5656, 5.2421, 10.2714
O, 2.5888, 2.6122, 17.1876
O, 1.4537, 6.1019, 16.6661
O, 2.1577, 7.7413, 18.6327
O, 5.9902, 2.0312, 20.4127
O, 9.1747, 8.5308, 18.9405
O, 3.6231, 6.4918, 21.0427
O, 0.8189, 1.3511, 13.2038
O, 2.1576, 6.0298, 12.802
O, 8.4219, 1.751, 19.5694
O, 1.8472, 8.4921, 13.7781
O, 2.6612, 1.0475, 11.1339
O, 9.2375, 10.9825, 17.8774
O, 6.9714, 10.542, 20.7883
O, 9.1744, 2.0026, 14.5456
O, 11.0098, 7.4691, 11.9826
O, 6.7436, 8.572, 13.8937
O, 6.4725, 0.3657, 18.3413
O, 0.3881, 4.033, 17.5947
O, 9.1867, 5.5702, 12.786
O, 8.5502, 10.3482, 14.2752
O, 8.2587, 0.6642, 10.9032
O, 2.4693, 8.1385, 11.1701
O, 4.2463, 9.3445, 14.3092
O, 6.5473, 9.7084, 11.5598
O, 5.6051, 8.2463, 21.6592
O, 9.7553, 7.9165, 14.1526
O, 8.336, 7.8517, 11.8884
O, 2.5258, 5.1729, 18.955
O, 1.7713, 0.0361, 21.1316
O, 1.718, 4.532, 21.2525
O, 10.9685, 1.6608, 10.8196
O, 10.0176, 4.5799, 15.5151
O, 4.2969, 4.031, 20.6081
O, 5.5603, 5.0084, 13.6969
O, 0.4999, 9.662, 18.0762
O, 4.2638, 6.5386, 17.6955
O, 3.982, 9.9115, 10.0711
O, 2.5219, 9.0041, 16.3917
O, 2.9539, 10.2692, 18.7741
O, 7.4754, 3.7318, 14.9522
O, 5.3281, 7.3126, 15.5832
O, 10.912, 10.2716, 15.0448
O, 4.3169, 10.4191, 21.0392
O, 4.5579, 0.9224, 16.6422
O, 4.707, 3.2787, 15.5096
O, 9.7662, 6.3691, 17.4307
O, 0.2519, 2.2296, 21.4808
O, 6.1663, 5.1263, 16.5012
O, 4.1232, 4.985, 11.4191

Results
free energy: -134162.151 eV
free energy less fixed offsets of B -154.04, H -15.97, O -568.88, Si -635.61 eV per atom: 1.759 eV

Forces (eV/angstrom), in the order of the atoms: element, x, y, z
Si, 0.0009, 0.0279, -0.0004
Si, -0.0133, -0.0307, -0.0131
Si, -0.0286, -0.0028, -0.004
Si, 0.0145, 0.0064, -0.0135
Si, 0.0043, 0.0019, -0.0265
Si, -0.0085, 0.021, -0.0021
Si, 0.01, -0.001, -0.0196
Si, -0.012, -0.0099, -0.0007
Si, 0.0133, -0.0239, 0.0245
Si, -0.002, 0.011, -0.0034
Si, 0.0263, 0.0016, -0.0211
Si, -0.0122, 0.0109, 0.0397
Si, 0.0036, 0.0004, -0.0099
Si, 0.0188, -0.0109, 0.0167
Si, 0.0019, 0.0138, 0.0354
Si, 0.0139, 0.0003, -0.0316
Si, -0.0332, 0.0004, 0.0786
Si, -0.0041, -0.0149, -0.0581
Si, -0.0223, -0.0394, -0.0432
Si, -0.027, -0.0007, 0.0542
Si, -0.0175, -0.023, -0.0506
Si, -0.0132, 0.0066, 0.0864
Si, -0.0349, -0.0166, 0.0066
Si, 0.0079, 0.0065, -0.0389
Si, -0.0125, -0.0903, -0.0998
Si, -0.0195, 0.1026, 0.0415
Si, -0.0626, 0.0355, 0.0676
Si, 0.0662, 0.0264, -0.1193
Si, -0.0179, 0.0684, 0.0677
Si, -0.0744, -0.0648, -0.0647
Si, 0.0512, 0.1284, -0.0773
Si, -0.0903, 0.0195, 0.052
Si, 0.0622, -0.0166, -0.0113
Si, 0.0327, -0.0192, 0.0224
Si, 0.001, 0.0118, -0.0056
Si, 0.0673, -0.0583, 0.028
Si, 0.0516, -0.0391, 0.0162
Si, 0.0132, 0.0278, -0.0022
Si, 0.0553, -0.0577, 0.0244
Si, 0.0141, -0.0331, -0.0127
Si, -0.0483, -0.1069, -0.0361
Si, 0.048, -0.1581, -0.0095
Si, -0.1275, -0.0178, 0.1709
Si, 0.1282, -0.1021, -0.1412
Si, 0.0911, -0.195, -0.0327
Si, 0.0281, 0.0169, -0.0341
Si, 0.1089, -0.0842, -0.1423
Si, -0.0231, 0.0002, 0.164
Si, 0.1212, 0.1256, 0.0703
Si, -0.1162, 0.0891, 0.081
Si, -0.1038, 0.1996, 0.0159
Si, -0.0352, -0.0232, -0.0638
Si, -0.0967, 0.1531, 0.1897
Si, -0.0155, 0.0154, 0.1265
Si, 0.0242, -0.1322, -0.067
Si, -0.041, 0.2405, 0.085
Si, -0.0592, -0.0251, 0.0236
Si, -0.0956, 0.0148, -0.0674
Si, -0.0284, 0.0802, 0.039
Si, 0.0177, 0.0568, -0.0322
Si, -0.0652, -0.005, -0.0599
Si, -0.0255, 0.017, 0.0243
Si, 0.0301, 0.0008, -0.0406
Si, -0.0638, 0.0405, 0.0414
Si, 0, 0.0487, 0.2585
Si, -0.0042, -0.0663, -0.1311
Si, -0.0302, -0.0768, 0.0359
Si, 0.1681, -0.0422, -0.1622
Si, 0.0477, -0.0556, -0.1029
Si, -0.058, 0.0391, 0.0487
Si, -0.0176, -0.0901, -0.0356
Si, 0.055, -0.0358, 0.0095
Si, 0.0054, -0.0206, -0.1146
Si, -0.1176, -0.0637, 0.1228
Si, -0.1685, -0.0391, -0.1815
Si, 0.045, 0.1522, 0.0885
Si, 0.009, 0.0363, -0.027
Si, 0.0011, 0.2357, -0.2169
Si, 0.0284, 0.0602, 0.0056
Si, 0.0254, 0.0001, -0.0901
Si, -0.001, 0.1281, -0.0098
Si, 0.0576, -0.1033, 0.0175
Si, 0.0487, -0.0883, -0.0515
Si, -0.0634, -0.3507, 0.0167
Si, 0.0239, 0.0896, -0.1019
Si, 0.3323, -0.0356, 0.2297
Si, -0.0349, 0.0121, -0.005
Si, -0.0676, -0.0371, -0.1004
Si, -0.2051, -0.2461, 0.002
Si, -0.032, 0.0573, -0.0227
Si, -0.0988, -0.0557, 0.0191
B, -0.2276, 0.446, 0.593
Si, 0.1952, -0.231, 0.0536
Si, 0.1175, 0.1608, 0.053
Si, -0.0147, -0.0038, 0.0762
Si, 0.1114, 0.0054, 0.0404
O, 0.0161, -0.0102, -0.0002
O, 0.0194, -0.0086, 0.0017
O, -0.0406, 0.04, 0.026
O, 0.0593, -0.0186, 0.0562
O, 0.0067, -0.0145, -0.0022
O, 0.0139, -0.0152, 0.0038
O, 0.0712, -0.0313, -0.6259
O, 0.0146, 0.0014, -0.0234
H, -0.0043, -0.0034, 0.0025
O, 0.0108, 0.0092, 0.0021
O, 0.0426, -0.0224, 0.0522
O, 0.0118, 0.0775, 0.0396
O, 0.0266, 0.0023, 0.0102
O, 0.0244, -0.0107, 0.0698
O, -0.0108, 0.0175, 0.0896
H, 0.0012, 0.0051, 0.0058
H, -0.0048, -0.0073, 0.0078
O, 0.0009, -0.0042, -0.0091
O, 0.0021, 0.0006, -0.0046
O, 0.0048, -0.0061, -0.017
O, -0.005, 0.0031, 0.0155
O, -0.0004, 0.0024, 0.0038
O, -0.0029, 0.0074, 0.0013
Si, -0.0005, 0.0056, 0.0249
Si, -0.0081, 0.0079, -0.0239
Si, 0.0018, -0.0061, 0.0261
Si, 0.0016, 0.0021, 0.0176
Si, 0.0072, 0.0278, -0.0055
Si, -0.0004, -0.0133, 0.0035
Si, -0.0007, 0.0027, 0.0172
Si, -0.0805, 0.0631, 0.0249
Si, -0.0002, -0.0063, 0.0267
Si, 0.0007, -0.0128, 0.0074
Si, 0.0043, 0.0016, 0.0152
Si, 0.0028, -0.0032, 0.0195
Si, -0.002, -0.0001, 0.0187
Si, -0.0058, 0.0067, 0.0219
Si, -0.0096, 0.0139, -0.0497
Si, -0.0587, -0.0277, 0.0127
Si, -0.0012, -0.0012, 0.0121
Si, -0.0081, 0.0103, 0.0063
Si, 0.001, -0.0011, 0.0068
Si, -0.0035, -0.006, -0.0028
Si, -0.0005, -0.0103, 0.0196
Si, 0.0001, 0.0061, 0.0182
Si, 0.004, -0.0026, 0.0128
Si, 0.0101, -0.0132, 0.0048
Si, -0.0261, 0.0372, -0.0209
Si, -0.0066, -0.0007, 0.0288
Si, 0.0102, -0.006, 0.0072
Si, 0.0041, -0.0017, 0.0105
Si, 0.0019, -0.0079, 0.0177
Si, 0.0019, 0.0052, 0.0185
Si, 0.0037, -0.0039, 0.032
Si, -0.0013, 0.0005, 0.0152
Si, 0.0371, -0.0389, 0.0242
Si, 0.0004, -0.0032, 0.0179
Si, 0.0121, 0.0508, -0.0146
Si, -0.0022, 0.0023, 0.0215
Si, 0.0012, 0.0011, 0.0179
O, 0.0016, 0.0019, -0.012
O, 0, -0.0066, -0.0146
O, 0.0013, 0.0052, -0.0143
O, -0.0383, 0.0179, 0.0096
O, 0.0015, 0, -0.0088
O, -0.003, -0.0013, -0.0118
O, -0.0031, 0.0038, -0.0086
O, -0.0065, 0.0013, -0.0116
O, 0.0107, -0.0131, 0.0046
O, -0.0028, -0.0042, -0.0166
O, 0.002, 0.0042, -0.0207
O, 0.0092, 0.0104, -0.0003
O, -0.0004, -0.0056, -0.0209
O, -0.0016, 0.0068, -0.0155
O, 0.0205, -0.0444, 0.016
O, -0.0014, -0.0007, -0.0196
O, -0.0003, 0.0016, -0.0113
O, 0.0051, 0.0017, -0.0136
O, -0.0028, -0.0128, -0.0008
O, 0.0055, -0.0014, -0.0093
O, -0.0015, -0.0001, -0.0107
O, 0.0025, -0.0019, -0.0109
O, 0.0006, -0.0011, -0.0082
O, -0.0021, -0.004, -0.015
O, -0.0015, -0.0032, -0.0062
O, 0.001, 0.0102, -0.0275
O, 0.0066, -0.0084, -0.0124
O, 0.0031, -0.0011, -0.0119
O, 0.0004, -0.0043, -0.0117
O, -0.0034, 0.0085, -0.004
O, -0.0006, 0.0006, -0.0122
O, 0.0024, 0.0002, -0.007
O, -0.003, -0.0041, -0.0105
O, 0.0013, -0.0017, 0.0006
O, 0.0059, -0.0067, -0.0227
O, -0.0023, -0.0047, -0.0181
O, -0.0026, 0.0018, -0.0096
O, 0.0134, 0.0121, 0.0145
O, -0.0054, -0.0009, -0.0094
O, -0.0075, -0.0029, 0.0012
O, 0.0116, -0.0076, -0.0089
O, 0.0014, -0.0003, -0.0113
O, -0.006, -0.0193, -0.0086
O, -0.0007, 0.0012, -0.0002
O, 0.0023, -0.0074, -0.016
O, -0.0129, -0.001, -0.0101
O, -0.0049, 0.0003, -0.0094
O, 0.0036, -0.0021, -0.0066
O, -0.001, 0.0013, -0.0035
O, 0.0227, -0.0081, 0.014
O, -0.0059, -0.0031, -0.0166
O, 0.0019, -0.002, -0.0073
O, -0.0017, 0.0097, -0.0377
O, 0.0032, -0.0035, -0.0125
O, 0.008, -0.0038, -0.0069
O, 0.027, -0.0106, -0.0053
O, 0.0026, 0.0023, -0.027
O, -0.0016, -0.0042, -0.0179
O, -0.0053, 0, -0.0109
O, -0.0029, 0.0074, -0.0108
O, -0.0012, 0.0011, -0.0104
O, 0.0003, -0.0026, -0.0056
O, -0.0012, -0.0001, -0.01
O, 0.0063, 0.0064, -0.018
O, 0.0009, -0.0034, -0.0094
O, -0.001, 0.0001, -0.0029
O, 0.0045, -0.0061, -0.0196
O, -0.0093, 0.002, 0.0009

The program warned: the cutoff lies below the one the program advises for these potential files; the forces do not sum to zero within the program's tolerance; the exchange-correlation potential is rough where the density is thin.
